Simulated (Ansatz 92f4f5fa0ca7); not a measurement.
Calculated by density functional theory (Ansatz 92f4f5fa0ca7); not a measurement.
Periodic cell of 144 atoms, Si90O54, from a study of silicon, its oxide and their interface. The atomic structure is a simulated model.

Settings
functional: r2SCAN
potential files: Ansatz norm-conserving
basis: plane waves
wave-function cutoff: 1300 eV
density cutoff ratio: 4
exchange-correlation grid ratio: 1
k mesh: 2 x 2 x 1, shifted by 0.5 0.5 0.5 of a step
self-consistency stop: 5e-08 eV per atom in the density residual
occupations: Fermi-Dirac, 0.05 eV
spin: none
net charge: 0

Cell vectors (angstrom)
a	11.5799	-0.0752	0.0522
b	-0.0752	11.6348	0.0258
c	0.0814	0.0401	18.0338

Atoms: element, x, y, z (angstrom)
Si	-0.069	-0.2347	-0.1558
Si	0.1927	3.3776	-0.5947
Si	0.0341	8.1146	0.4671
Si	3.7282	0.7366	-0.3187
Si	4.2844	3.6984	0.4042
Si	3.6133	7.6045	-0.0215
Si	7.6046	-0.7811	0.0335
Si	8.3045	5.0919	-0.8009
Si	7.961	7.8628	0.3965
Si	1.9957	-0.1059	1.2258
Si	2.2411	3.7302	1.515
Si	2.0202	7.5893	1.734
Si	5.3918	-0.0374	1.1487
Si	6.4813	3.8162	1.341
Si	6.0699	7.6608	1.7071
Si	9.4813	0.2665	1.3344
Si	9.9131	4.1207	0.9034
Si	9.9365	7.7575	1.8565
Si	1.9153	1.6815	2.862
Si	2.0343	5.6134	2.8723
Si	2.1156	9.6631	2.7097
Si	6.0194	1.9534	2.3887
Si	6.578	5.6123	2.6345
Si	5.7171	9.7284	2.5721
Si	9.8226	2.2011	2.3527
Si	10.3222	5.711	2.4389
Si	10.1475	10.0859	2.8784
Si	0.0458	2.2056	3.9578
Si	0.1677	5.7767	4.2809
Si	0.2062	10.036	4.2312
Si	3.992	1.8758	4.0569
Si	3.9981	5.4491	4.0337
Si	3.7339	9.6661	4.0769
Si	7.94	2.1117	4.0287
Si	8.5798	6.0533	4.1494
Si	8.0497	9.7832	3.9789
Si	0.0752	0.3936	5.5579
Si	-0.0406	3.8614	5.478
Si	0.072	7.9084	5.7295
Si	3.981	-0.1575	5.412
Si	3.8304	3.7411	5.6036
Si	3.709	7.6478	5.1911
Si	7.8707	0.2698	5.4655
Si	7.6885	3.9936	5.1857
Si	8.0558	8.0216	5.3898
Si	2.1342	0.1173	6.9212
Si	1.9457	3.4639	6.9579
Si	2.1354	7.288	6.8505
Si	5.8607	0.5171	6.5227
Si	6.0862	4.189	6.6819
Si	5.7029	7.7842	6.1508
Si	9.6297	-0.103	6.8848
Si	9.4997	4.2818	6.851
Si	9.6257	7.9262	7.2234
Si	1.679	1.9183	8.7714
Si	1.7408	5.6744	8.4132
Si	2.0534	9.497	8.1305
Si	5.7911	2.3319	8.409
Si	5.8456	6.2201	7.8039
Si	6.0644	9.8097	7.5163
Si	9.5836	2.2972	7.9624
Si	9.464	5.8133	8.5858
Si	9.8451	9.7692	8.4003
Si	-0.802	2.126	9.977
Si	-0.0285	6.1068	9.937
Si	0.2037	9.3505	9.5799
Si	3.7653	1.4567	9.8794
Si	3.8607	5.4746	9.4665
Si	4.0858	10.0412	9.1946
Si	7.7072	1.3442	9.5529
Si	7.3692	5.587	9.5444
Si	7.8154	9.8414	9.3894
Si	0.023	-0.262	11.7282
Si	-3.897	3.5342	11.5582
Si	3.5	0.3147	14.7608
Si	5.8982	9.5042	11.8191
Si	2.4768	1.5685	12.3473
Si	5.7018	4.1304	13.4686
Si	2.4098	-2.5097	14.1861
Si	8.5671	0.1969	15.1934
Si	5.7218	6.8045	11.614
Si	-0.438	10.4341	14.7276
Si	9.5728	3.1377	15.1448
Si	3.0877	4.2508	11.8366
Si	2.0786	6.3894	13.8773
Si	5.0564	8.2645	15.8183
Si	0.8928	17.9502	16.5585
Si	6.0187	-0.7387	14.1109
Si	4.5845	5.3872	15.7198
Si	10.5545	4.2681	12.3907
O	-0.0362	-0.4302	-1.8223
O	-0.1586	-4.5168	-0.8649
O	0.7145	4.7144	-1.3094
O	3.1168	5.9722	-2.9515
O	3.4551	8.6487	-2.8161
O	0.5536	17.9734	-3.2574
O	3.1956	-0.1577	-1.6411
O	-1.1317	2.7046	-1.5518
O	4.529	8.8951	-0.6209
O	3.9322	13.9284	-0.481
O	5.8678	9.7073	-2.8763
O	5.9107	5.35	-5.5016
O	8.0794	0.2063	-1.1502
O	7.5073	-2.3389	-0.5906
O	8.4762	4.3376	-2.4544
O	8.3205	6.7727	-0.6946
O	5.5416	8.0611	-5.4529
O	-0.9304	0.5206	10.6605
O	-0.6463	3.3369	11.0461
O	-0.1965	5.5375	11.61
O	-0.1282	7.766	10.1825
O	0.1904	10.0014	11.0071
O	-4.3937	9.7178	10.867
O	5.0386	0.5696	14.5583
O	7.1554	4.0495	10.2255
O	3.5323	4.1426	10.3472
O	4.1946	-0.0829	9.6039
O	5.4267	10.6636	12.5364
O	4.6748	9.403	10.6393
O	3.8157	1.4232	11.5075
O	1.8352	3.0764	12.0249
O	7.0746	6.765	10.7214
O	7.4261	11.3343	9.1804
O	2.5988	13.199	14.0031
O	-0.1508	-0.5541	13.1887
O	-1.8583	-1.1188	14.9756
O	-2.7719	4.5728	12.2492
O	0.7224	9.1891	14.8775
O	1.5705	0.4298	11.7143
O	7.8595	1.8504	11.0179
O	7.5527	-0.3749	14.0254
O	11.9067	9.6079	17.983
O	4.2972	6.7741	10.6558
O	-6.0715	4.4878	15.0287
O	2.669	-0.9776	14.0265
O	15.6551	4.9298	17.2646
O	2.1723	7.904	13.0916
O	2.2594	18.5426	17.5173
O	-2.648	13.3335	14.6914
O	6.5127	2.9803	12.6509
O	10.529	3.4259	13.9319
O	4.0227	3.806	13.0806
O	2.401	5.5601	12.4418
O	5.5179	6.7971	15.6343

Results
free energy: -35626.416 eV
free energy less fixed offsets of O -463.61, Si -117.95 eV per atom: 24.024 eV
pressure: -2.23 GPa
stress xx, yy, zz, yz, xz, xy (GPa, positive in tension): 1.91, 0.96, 3.81, -0.65, 1.2, 0.26

Forces (eV/angstrom), in the order of the atoms: element, x, y, z
Si	0.6049	-3.1458	-1.3888
Si	-2.3093	-0.4298	1.2126
Si	1.2742	1.5927	-0.7507
Si	-1.5629	-2.8474	1.1911
Si	-0.4189	1.3531	-1.8006
Si	0.9928	0.7573	3.5874
Si	-0.9902	0.0518	0.9908
Si	0.0153	-1.3446	0.1178
Si	-0.7407	2.9769	0.7837
Si	-0.509	1.6566	-0.3679
Si	-0.9171	-1.364	0.2196
Si	-0.3677	1.1656	-0.6635
Si	2.6953	-0.3359	-0.8473
Si	-0.4922	0.9406	-3.1469
Si	-0.9786	-1.521	-1.7751
Si	1.2311	-3.465	-1.3692
Si	0.6981	-0.6451	-1.0644
Si	-2.1089	3.4631	-0.2466
Si	1.841	0.9978	-1.5029
Si	-0.1743	0.0459	-0.0814
Si	-2.7096	0.5158	-0.8949
Si	-0.3713	-1.992	2.6905
Si	-0.8729	1.5425	2.7218
Si	0.0847	0.2287	2.0177
Si	-0.9032	1.4315	1.7631
Si	-0.5608	-0.838	2.4092
Si	-2.8809	-0.9541	-1.4277
Si	-1.3695	-1.2486	0.1215
Si	0.1651	1.4627	-0.2013
Si	1.836	-0.6103	1.7948
Si	-0.0557	-0.1394	-0.1701
Si	1.156	0.9487	-0.0236
Si	2.9847	-0.1446	0.7996
Si	0.4751	-1.4056	-2.057
Si	-1.6096	-1.4111	-0.9999
Si	-0.9531	2.4473	-0.2009
Si	0.175	-1.2688	-0.0407
Si	0.2772	0.7356	1.8042
Si	-0.0259	-0.5259	-0.9552
Si	-0.2393	1.743	0.1369
Si	1.4708	-0.3112	-0.2048
Si	-0.2453	-1.6395	-0.7912
Si	-0.1193	-1.3146	-1.4192
Si	2.111	1.9958	0.3702
Si	-0.8192	-1.5429	0.6692
Si	-1.2975	-0.2161	0.7681
Si	-1.2146	1.3578	1.0824
Si	-1.2465	2.7703	0.3878
Si	0.2129	-0.9615	2.0486
Si	-2.8106	-1.1203	1.568
Si	2.3138	1.7274	1.3559
Si	1.4878	2.2737	0.0891
Si	0.1731	-1.3386	-1.0764
Si	0.2073	-1.9819	-1.5232
Si	0.0774	-0.8605	-0.5919
Si	1.1871	-1.4597	-0.2645
Si	0.3036	-0.0689	-0.3993
Si	-0.0251	-1.3788	-0.6756
Si	-0.5272	-2.2872	1.52
Si	-1.1198	-0.2946	0.8675
Si	-0.7179	-2.9444	2.3523
Si	1.2366	0.8969	0.0096
Si	0.793	0.6467	1.0416
Si	1.5984	-1.6217	-1.2081
Si	-1.7577	1.5647	1.4482
Si	-0.3598	-2.6644	-0.6656
Si	0.8886	-0.1333	-2.1076
Si	0.8991	3.9528	-0.8738
Si	2.4925	-2.4255	0.9211
Si	-0.7865	-0.4736	-5.307
Si	-0.4139	1.1137	-0.1022
Si	-2.1386	-2.1745	0.2815
Si	3.5607	1.7382	-4.1013
Si	0.4997	-1.9837	0.3387
Si	-4.4759	-0.8216	0.1154
Si	-1.547	-6.1598	-8.5991
Si	-1.6775	1.8992	1.0866
Si	-4.6122	-0.8086	-1.9162
Si	-2.6966	-1.6733	1.2434
Si	0.9957	-4.2792	1.546
Si	-1.6021	-1.7292	-0.3759
Si	5.8011	0.3409	2.6868
Si	1.0813	-1.6922	3.8663
Si	-3.4399	-2.4822	5.1254
Si	1.3066	0.4543	-2.5947
Si	-2.3933	8.3269	0.0208
Si	2.2378	-0.2498	-2.5115
Si	-1.5005	2.8531	-2.0563
Si	-4.4639	4.7264	3.3851
Si	-1.9247	-2.0377	-1.0519
O	0.1598	1.8357	-0.9501
O	-1.1299	0.8939	0.5515
O	0.637	0.2547	-0.6211
O	-0.0968	-0.9305	-1.9547
O	0.994	-1.3971	-0.1969
O	1.2793	-0.2002	2.0668
O	1.0124	2.5675	-1.2261
O	0.4255	1.3487	-1.4161
O	-0.0464	-2.6349	-2.4614
O	0.5159	0.9311	-0.3317
O	-1.97	-5.4987	2.4756
O	-0.2865	2.7054	-0.2443
O	0.3202	0.572	-4.8157
O	1.8495	-0.4521	2.022
O	0.567	0.0416	1.4089
O	0.0266	-3.1377	-2.1945
O	1.1348	-0.9246	0.3735
O	-0.3351	2.5228	0.4035
O	-1.4285	-1.431	0.9249
O	-0.363	1.238	-0.0159
O	0.7036	-0.7235	-1.3218
O	0.2479	0.0565	0.891
O	2.4122	-0.7354	-0.0068
O	2.2877	-1.4856	-0.5665
O	-0.3164	2.6655	-1.0241
O	1.3803	0.0715	-0.8609
O	-0.4435	2.0657	-0.3755
O	-1.0348	6.9089	7.9128
O	-0.029	-0.3409	-0.9341
O	1.4739	0.8122	-0.2338
O	1.8331	0.0459	-0.3649
O	0.0913	-0.724	-0.6131
O	0.2558	6.0054	1.1748
O	1.0438	-1.8472	0.9984
O	-1.6514	-0.6486	5.3763
O	-5.5928	1.7388	0.1998
O	1.0543	-1.918	-0.9171
O	-0.2927	1.1344	-1.2736
O	-2.2389	-0.3651	-0.2033
O	1.4678	1.6197	3.3554
O	1.1177	1.7897	0.9233
O	-0.6928	0.0446	1.3087
O	1.6084	-2.9079	0.2158
O	3.957	-4.5569	-3.8366
O	2.128	2.8251	-0.7147
O	1.5324	-1.6	0.3128
O	0.7189	0.1917	2.3692
O	-1.533	-1.0435	-3.8982
O	-0.0834	2.0326	0.1922
O	0.6222	0.984	2.0293
O	1.8925	2.9088	-4.2672
O	3.6491	0.2902	0.2976
O	-0.8737	1.3001	1.497
O	0.6415	-0.8287	0.3896
